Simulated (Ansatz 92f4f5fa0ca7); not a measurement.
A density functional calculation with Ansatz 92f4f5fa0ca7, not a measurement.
Periodic cell of 225 atoms, Si132O91As1H1, from a study of silicon, its oxide and their interface. The atomic structure is a simulated model.

Settings: functional PBE; potential files Ansatz PAW; basis plane waves; wave-function cutoff 700 eV; density cutoff ratio 5; exchange-correlation grid ratio 1; k mesh 2 x 2 x 1, shifted by 0.5 0.5 0.5 of a step; self-consistency stop 5e-08 eV per atom in the density residual; occupations fixed; spin none; net charge 0.

Cell vectors (angstrom)
a  10.938  0  0
b  0  10.938  0
c  0  0  32.8463

Atoms: element, x, y, z (angstrom)
Si  0.393  -0.1383  25.2419
Si  5.3054  0.141  25.3294
Si  3.147  2.4474  25.4973
Si  8.1042  3.0911  25.3606
Si  -0.0927  5.6644  25.7235
Si  5.7223  5.1807  25.315
Si  2.5069  8.4072  25.2364
Si  8.6355  7.8499  25.3448
Si  1.4676  1.3379  26.7238
Si  6.941  1.358  26.5648
Si  4.2287  4.0768  26.7689
Si  9.5648  4.115  26.8775
Si  1.4621  6.95  26.8133
Si  6.8828  6.828  26.5955
Si  4.1187  9.5207  26.6253
Si  9.6751  9.6073  26.5572
Si  2.7848  -0.0584  28.0784
Si  8.2535  -0.0219  27.9839
Si  0.0386  2.6834  28.08
Si  5.5629  2.6624  28.0721
Si  2.7872  5.4538  28.0697
Si  8.164  5.5029  28.1143
Si  -0.0006  8.2587  28.0853
Si  5.4932  8.1708  28.0051
Si  4.1018  1.3673  29.4281
Si  9.5708  1.3673  29.4281
Si  1.3673  4.1018  29.4281
Si  6.8362  4.1018  29.4281
Si  4.1018  6.8362  29.4281
Si  9.5708  6.8362  29.4281
Si  1.3673  9.5708  29.4281
Si  6.8362  9.5708  29.4281
Si  0  0  30.7953
Si  5.469  0  30.7953
Si  2.7345  2.7345  30.7953
Si  8.2035  2.7345  30.7953
Si  0  5.469  30.7953
Si  5.469  5.469  30.7953
Si  2.7345  8.2035  30.7953
Si  8.2035  8.2035  30.7953
Si  1.3673  1.3673  32.1626
Si  6.8362  1.3673  32.1626
Si  4.1018  4.1018  32.1626
Si  9.5708  4.1018  32.1626
Si  1.3673  6.8362  32.1626
Si  6.8362  6.8362  32.1626
Si  4.1018  9.5708  32.1626
Si  9.5708  9.5708  32.1626
Si  2.7345  0  0.6835
Si  8.2035  0  0.6835
Si  0  2.7345  0.6835
Si  5.469  2.7345  0.6835
Si  2.7345  5.469  0.6835
Si  8.2035  5.469  0.6835
Si  0  8.2035  0.6835
Si  5.469  8.2035  0.6835
Si  4.1018  1.3673  2.0507
Si  9.5708  1.3673  2.0507
Si  1.3673  4.1018  2.0507
Si  6.8362  4.1018  2.0507
Si  4.1018  6.8362  2.0507
Si  9.5708  6.8362  2.0507
Si  1.3673  9.5708  2.0507
Si  6.8362  9.5708  2.0507
Si  0  0  3.418
Si  5.469  0  3.418
Si  2.7345  2.7345  3.418
Si  8.2035  2.7345  3.418
Si  0  5.469  3.418
Si  5.469  5.469  3.418
Si  2.7345  8.2035  3.418
Si  8.2035  8.2035  3.418
Si  1.3612  1.35  4.7484
Si  6.7828  1.428  4.8163
Si  4.0507  4.1907  4.7752
Si  9.5239  4.1188  4.8351
Si  1.3194  6.8633  4.8047
Si  6.8614  6.7649  4.7568
Si  4.0781  9.5903  4.7801
Si  9.5117  9.6024  4.7438
Si  2.7064  0.0123  6.1736
Si  8.1013  -0.0292  6.1309
Si  -0.0757  2.6471  6.0979
Si  5.4274  2.8837  6.1655
Si  2.6437  5.4984  6.2093
Si  8.1205  5.4293  6.3013
Si  -0.1258  8.2064  6.1209
Si  5.4148  8.0997  6.0068
Si  3.8191  1.7317  7.3752
Si  9.6871  1.0756  7.4478
Si  1.4762  3.8023  7.3916
Si  6.43  4.432  7.7332
Si  4.2202  6.7282  7.5
Si  9.2442  7.0848  7.5398
Si  1.0145  9.8123  7.3733
Si  6.9282  9.2394  7.3272
O  9.7553  6.6828  25.0305
O  4.2029  1.305  24.9599
O  8.0899  8.2161  7.9551
O  2.6458  2.7588  7.948
O  6.9072  4.1155  24.8237
O  1.4333  9.5907  24.7361
O  5.3141  5.615  8.0294
O  -0.0834  -0.0062  7.8882
O  6.7989  3.9384  9.2756
O  5.8915  9.8101  8.4784
O  9.8697  6.4263  8.9402
O  1.5325  9.1107  8.7527
O  4.748  1.2971  8.6682
O  0.5839  4.3264  8.6712
O  8.9306  1.6019  8.8234
O  3.7068  7.5728  8.8371
O  8.2086  8.2514  23.8152
O  9.0696  2.7273  24.071
O  4.8816  5.6835  23.9879
O  2.6692  3.0959  24.0796
O  10.8799  0.7879  23.9318
O  0.7753  4.9446  24.5557
O  3.0518  7.6048  23.8874
O  5.7219  10.3348  23.907
Si  6.1901  -0.4569  22.3515
Si  4.3953  10.2659  19.8653
Si  2.5781  14.1175  16.334
Si  12.7539  5.8111  16.5205
Si  5.1729  -0.0483  9.4527
Si  6.6534  8.3283  15.952
Si  2.9318  5.0565  14.0634
Si  -3.2578  4.3008  16.0281
Si  17.0851  10.9681  17.3138
Si  6.6937  6.1426  18.1252
Si  7.3172  4.2223  10.8149
Si  1.4707  10.277  19.3689
Si  11.5844  4.459  12.4256
Si  8.7075  12.3437  16.5758
Si  5.6631  3.7656  13.5533
Si  9.1935  8.0995  14.085
Si  -0.7924  10.971  14.3545
Si  7.3686  10.3081  11.3875
Si  9.6699  10.1536  20.355
Si  8.379  8.486  22.2311
Si  -0.6495  2.1204  23.1698
Si  5.5261  8.9747  13.1899
As  8.0586  12.5446  21.043
Si  0.6199  11.6673  16.8287
Si  11.1375  5.6112  9.5926
Si  4.2723  7.0387  20.0562
Si  3.7058  6.3363  23.0501
Si  -0.712  5.555  14.9133
Si  1.3761  7.1529  19.1264
Si  3.0447  9.9767  11.5302
Si  -1.6439  7.2602  19.7337
Si  2.3017  7.9634  9.5955
Si  1.6163  4.141  23.4456
Si  4.4676  12.4237  15.1806
Si  11.6998  12.34  11.9939
Si  7.3725  7.3649  11.6517
Si  9.1983  1.6965  10.439
O  7.505  5.8855  10.9262
O  6.6628  4.1465  14.7697
O  10.8066  6.5815  19.5515
O  2.8717  10.8435  19.9406
O  7.6682  8.7777  10.7936
O  -2.5241  0.2393  20.0021
O  2.3606  8.5432  11.1329
O  4.4607  4.8791  13.5578
O  15.0031  2.5159  16.4028
O  6.9429  4.6625  17.4508
O  5.5386  8.578  14.768
O  0.4188  10.8462  15.4357
O  8.1439  8.2992  15.3057
O  8.5814  13.9146  16.2363
O  7.4377  11.9322  17.4931
O  8.4846  7.343  12.8338
O  5.8574  7.625  12.2793
O  9.4437  -2.0731  19.36
O  2.528  15.4645  17.2712
O  -4.6514  6.9856  16.7787
O  12.34  10.6381  17.7957
O  -2.8053  6.6103  18.7901
O  12.3571  8.6848  19.6152
O  6.3276  3.8042  12.0556
O  11.2969  5.2271  16.0785
O  0.4956  3.2041  22.7054
O  13.6843  6.4757  19.7385
O  -8.9295  11.2183  11.9435
O  2.7332  6.2274  15.2114
O  16.4169  11.3807  15.8877
O  8.5973  3.1545  10.9521
O  10.6834  11.9749  13.201
O  -1.4023  9.6165  21.907
O  5.4567  6.2439  19.2172
O  -5.9485  10.7398  21.3062
O  1.2568  13.88  12.2265
O  10.8201  1.5123  10.6208
O  1.4123  13.0774  16.7294
O  8.8214  11.5507  15.1298
O  5.1188  13.1889  13.8771
O  3.8068  10.3615  10.1466
O  6.2335  0.2597  10.6204
O  6.9301  9.1278  21.8065
O  -2.2028  5.4415  15.5372
O  9.6622  1.732  21.7111
O  4.4339  6.8383  21.6787
O  5.1824  10.9964  18.6296
O  8.6272  0.3928  11.2806
O  0.1712  10.8799  20.1457
O  6.7574  10.0479  12.8971
O  8.7625  7.1807  21.3077
O  -0.8648  1.1027  17.4176
O  4.4203  8.6358  19.6891
O  10.8468  5.0597  11.093
O  10.4283  7.1291  14.5097
O  7.3933  2.9185  20.379
O  4.0966  9.6731  12.7558
O  1.9574  5.3747  12.7909
O  1.4818  6.5817  9.6416
O  6.6557  9.4505  17.1139
O  7.1842  11.8056  22.3839
O  2.5199  5.2521  22.6441
O  -1.126  9.5416  13.6536
O  13.3388  14.6023  14.7652
O  1.5799  7.07  17.5064
O  10.4715  4.5587  13.6299
O  3.1151  11.6365  14.7465
H  2.9189  11.4863  13.81

Results
free energy: -140551.634 eV
free energy less fixed offsets of As -4857.07, H -17.10, O -569.03, Si -635.61 eV per atom: 4.786 eV

Forces (eV/angstrom), in the order of the atoms: element, x, y, z
Si  0.0103  0.0064  -0.0216
Si  -0.0138  0.008  -0.0409
Si  0.0097  -0.0077  -0.0391
Si  0.0116  0.0222  -0.0196
Si  -0.0164  -0.0033  -0.0421
Si  -0.0052  -0.0194  -0.0229
Si  -0.0168  -0.0084  -0.0201
Si  0.0223  -0.0313  -0.0607
Si  -0.0156  0.0062  0.0163
Si  -0.0069  0.0075  0.0035
Si  -0.0165  0.0069  0.0127
Si  0.0059  -0.0094  -0.0072
Si  0.0119  0.009  0.0042
Si  -0.0252  -0.0237  0.009
Si  -0.0269  -0.0253  0.0099
Si  0.0099  0.0124  -0.0007
Si  0.0101  -0.0123  -0.009
Si  -0.0028  0.0017  0.025
Si  0.0076  -0.0099  -0.0098
Si  0.0126  -0.0161  -0.0105
Si  0.0063  -0.0002  -0.0102
Si  -0.0164  0.016  -0.0081
Si  -0.014  0.0114  -0.0068
Si  0.0044  0.0007  0.0189
Si  0.2864  -0.1907  0.0189
Si  0.0363  -0.3168  -0.1066
Si  0.1377  -0.012  -0.0931
Si  -0.0178  -0.1205  0.3514
Si  0.3343  -0.0111  -0.0288
Si  -0.0226  0.3161  0.1278
Si  0.0524  0.1666  0.3856
Si  0.1171  -0.0119  -0.5794
Si  0.036  0.0306  0.0293
Si  -0.0438  0.0717  -0.0149
Si  0.0156  0.0681  -0.0179
Si  0.0198  0.1052  -0.0218
Si  0.0107  0.0205  -0.0428
Si  -0.0621  -0.0229  0.0209
Si  -0.0471  0.0273  -0.032
Si  0.0665  0.0142  0.0123
Si  -0.048  -0.0277  0.002
Si  -0.0035  -0.0457  -0.0075
Si  0.0243  0.004  0.0126
Si  0.0144  -0.0623  0.0019
Si  0.0343  -0.0101  -0.0075
Si  0.0173  -0.0271  0.0048
Si  0.0592  -0.0462  -0.0082
Si  0.0078  0.0031  0.0127
Si  -0.0162  0.0298  0.0011
Si  0.0138  0.0282  0.0138
Si  0.0151  0.0638  0.0015
Si  0.0301  0.0045  -0.0192
Si  -0.046  0.0084  0.016
Si  0  0.0271  0.0095
Si  0.0056  -0.0091  -0.0191
Si  -0.1048  0.0543  -0.0107
Si  0.0422  -0.0037  -0.0031
Si  0.0423  -0.0192  0.0341
Si  -0.0181  -0.0771  0.0384
Si  -0.1165  -0.0922  -0.024
Si  0.1117  0.0128  0.0148
Si  0.0152  0.0122  -0.0113
Si  -0.0745  -0.0688  -0.0243
Si  -0.0079  -0.0818  0.0275
Si  -0.0583  -0.1289  -0.3136
Si  -0.1069  0.2428  0.1527
Si  0.0137  0.1551  -0.0059
Si  -0.125  0.1127  0.2125
Si  -0.2351  -0.0234  0.2917
Si  -0.0589  -0.0587  -0.4339
Si  -0.2161  0.0497  0.1073
Si  -0.1287  -0.2055  -0.2322
Si  -0.0059  0.0118  0.0162
Si  -0.0016  0.0009  -0.0011
Si  0.0095  -0.0033  0.0076
Si  -0.0147  0.01  -0.0074
Si  0.0064  -0.0048  -0.0091
Si  0.0023  -0.0047  0.0102
Si  -0.0147  0.0109  0.005
Si  -0.0004  -0.002  0.0108
Si  0.0015  0.0101  -0.0223
Si  0.0164  -0.011  -0.0109
Si  0.0022  0.0057  0.0125
Si  0.0303  0.0009  -0.0094
Si  0.0279  -0.0003  -0.0059
Si  -0.0031  0.0011  -0.0385
Si  -0.0001  -0.0269  0.0105
Si  -0.0025  0.0158  0.0059
Si  0.0048  0.029  0.0377
Si  0.021  -0.007  0.0229
Si  -0.0015  -0.0238  0.0222
Si  -0.04  0.0107  0.062
Si  0.0221  0.0143  0.0232
Si  0.0032  0.0248  0.0391
Si  -0.0155  0.0067  0.0431
Si  -0.003  -0.0142  0.0262
O  0.0056  0.0067  -0.0192
O  0.0251  -0.0199  -0.0247
O  0.008  -0.0131  0.0237
O  -0.0086  0.0011  0.0309
O  0.0067  0.0029  -0.0291
O  0.0052  0.0005  -0.025
O  0.0016  -0.0067  0.0222
O  -0.0146  0.0044  0.0326
O  0.0056  0.0183  -0.0243
O  0.0135  0.0133  0.0067
O  0.0042  -0.0012  -0.0085
O  0.0064  -0.0058  -0.0133
O  -0.0167  -0.0273  0.0023
O  0.0179  0.0245  0.0043
O  0.0192  -0.0029  0.011
O  -0.0041  -0.013  -0.0192
O  0.0114  0.0044  0.0147
O  -0.012  -0.0165  0.0011
O  0.0012  0.0046  0.0095
O  -0.0173  0.0142  0.0107
O  -0.0062  -0.0038  0.0082
O  0.0016  0.0013  0.0011
O  -0.0007  0  0.0165
O  0.0011  0.0208  -0.0055
Si  -0.0017  0.0011  0.0062
Si  0.003  0.0101  -0.0059
Si  0.003  -0.0001  0.0036
Si  0.0029  -0.0006  0.0034
Si  -0.011  0.0036  -0.0077
Si  -0.0046  -0.0021  0.0007
Si  -0.0002  0.0049  0.0034
Si  -0.0009  -0.0017  0.0039
Si  0.0009  0.0037  -0.0002
Si  -0.0051  -0.0122  -0.017
Si  0  -0.0036  0.0068
Si  0.0019  0.0052  -0.0073
Si  -0.0044  0.0009  -0.0057
Si  -0.0017  0.0046  0.006
Si  0.0016  -0.0025  0.0046
Si  0.004  -0.0007  0.0008
Si  0.0015  -0.0003  0.001
Si  -0.0063  0.0078  0.0026
Si  -0.0014  0.0025  -0.0074
Si  -0.0068  -0.0007  0.0023
Si  0.0072  0.0097  -0.0019
Si  -0.0031  -0.0025  0.0073
As  0.0118  -0.0061  0.0149
Si  0.0006  0.0019  0.0005
Si  0.0084  0.0003  -0.0062
Si  0.0071  -0.0004  0.0042
Si  -0.0032  -0.0084  -0.0104
Si  -0.0016  0.0011  0.0043
Si  0.0012  -0.0011  -0.0064
Si  -0.004  -0.0017  -0.0076
Si  -0.0068  -0.0015  -0.0014
Si  -0.0083  -0.0046  -0.0019
Si  -0.0131  0.0078  0.0151
Si  0.0012  -0.0038  0.0048
Si  0.0084  0.0025  -0.0051
Si  -0.0017  0.001  0.0014
Si  0.0093  -0.0016  -0.0143
O  -0.0043  -0.008  -0.0035
O  -0.0024  -0.0068  -0.0038
O  -0.0042  0.0214  -0.0118
O  -0.0051  -0.0211  -0.0118
O  -0.0017  0.0008  0.0253
O  0.0208  -0.0193  0.0295
O  0.0028  0.0049  0.0015
O  -0.0083  -0.0228  0.0069
O  -0.0251  0.0006  -0.0196
O  0.0182  -0.0008  -0.012
O  0.0264  0.0019  -0.0107
O  -0.034  0.0147  0.0035
O  -0.0095  -0.0005  -0.0178
O  -0.0108  -0.0049  -0.0062
O  -0.001  -0.0073  -0.0171
O  -0.0137  0.0252  0.006
O  0.0229  0.0321  0.0168
O  -0.0036  -0.0104  0.0372
O  -0.0089  0.0025  -0.0345
O  0.0087  0.01  0.0058
O  -0.0135  0.0125  0.0219
O  -0.0029  0.0012  0.0244
O  0.0028  0.0093  -0.0083
O  0.0035  0.0075  0.0064
O  0.0019  0.0233  -0.0168
O  -0.0022  -0.008  0.0185
O  0.0096  0.0038  0.0002
O  -0.0027  0.0021  -0.0054
O  -0.0184  -0.0382  0.0046
O  -0.0096  0.0095  0.0042
O  -0.0164  -0.0156  -0.0008
O  0.0075  -0.0086  -0.0023
O  -0.025  -0.0108  -0.0279
O  -0.0005  0.0288  0.0005
O  0.0193  -0.0088  -0.002
O  -0.0157  0.0093  0.0003
O  -0.0098  -0.0063  0.014
O  0.0112  -0.0041  -0.0001
O  0.0286  0.0023  0.0162
O  -0.0073  0.0167  0.0193
O  0.0163  0.009  0.0271
O  -0.0133  -0.0089  -0.0046
O  0.0205  0.0168  0.0144
O  0.0108  -0.0114  0.0041
O  -0.0268  -0.0142  0.0179
O  -0.0146  -0.0013  -0.0039
O  -0.0022  -0.0184  0.0147
O  -0.0075  0.0005  -0.0056
O  -0.0061  -0.0168  -0.0106
O  -0.0152  -0.0343  -0.0189
O  0.0061  0.0286  -0.0181
O  -0.0001  -0.0087  -0.0244
O  0.0001  0.0012  0.0171
O  0.0247  -0.0029  0.0069
O  -0.0209  -0.0083  -0.0014
O  -0.0118  0.0261  -0.006
O  0.0112  -0.0086  -0.0194
O  -0.0081  -0.0208  0.0223
O  -0.0179  0.0103  0.0057
O  -0.0005  0.0166  -0.0078
O  0.011  -0.0193  -0.0259
O  0.0207  0.0185  0.0207
O  -0.0118  0.0002  0.0164
O  0.0241  0.0222  0.014
O  -0.0033  -0.0191  0.0131
O  0.0212  0.0169  0.0096
O  0.0251  0.0137  -0.0285
H  0.0055  0.0039  0.0381

The program warned: the cutoff lies below the one the program advises for these potential files; the exchange-correlation potential is rough where the density is thin.
